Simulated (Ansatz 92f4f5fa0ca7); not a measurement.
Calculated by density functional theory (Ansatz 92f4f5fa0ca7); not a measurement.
Periodic cell of 237 atoms, Si147O90, from a study of silicon, its oxide and their interface. The atomic structure is a simulated model.
Doubt: the cutoff is far below the 930 eV that the study's wrapper takes by default for these files, so forces and energies are approximate.
This geometry differs little from another in the collection (a relaxation step or a small displacement).

Settings
functional: PBE
potential files: Ansatz PAW
basis: plane waves
wave-function cutoff: 580 eV
density cutoff ratio: 5
exchange-correlation grid ratio: 1
k mesh: 1 x 1 x 1, Gamma-centred
self-consistency stop: 5e-08 eV per atom in the density residual
occupations: fixed
spin: none
net charge: 0

Cell vectors (angstrom)
a 11.6015 0 0
b 0 10.938 0
c 0 0 32.0622

Atoms: element, x, y, z (angstrom)
Si -0.1953 -0.0658 23.2717
Si 3.6711 0.2006 23.1071
Si 7.5535 -0.1342 23.4434
Si 1.687 1.373 23.4155
Si 5.7347 1.4046 23.1898
Si 9.444 1.2284 23.3613
Si 0.1606 5.3134 23.4587
Si 4.123 5.2983 23.3931
Si 8.0337 5.6087 23.5432
Si 2.1581 6.5844 23.3716
Si 5.9681 6.7696 23.477
Si 10.0108 6.8684 23.5946
Si 1.9038 2.6668 25.379
Si 5.8312 2.6557 25.2539
Si 9.6308 2.6879 25.2615
Si 11.598 4.0073 25.3858
Si 3.8932 3.9742 25.3206
Si 7.7423 4.0933 25.3418
Si 1.9733 8.1515 25.1948
Si 5.7759 8.1688 25.3624
Si 9.7098 8.2652 25.427
Si 11.6383 9.5619 25.2613
Si 3.8661 9.588 25.075
Si 7.6901 9.5225 25.4047
Si 11.6502 -0.0098 27.2059
Si 3.902 -0.054 27.1247
Si 7.7594 -0.0148 27.2829
Si 1.9861 1.3132 27.2769
Si 5.8282 1.3235 27.2066
Si 9.6964 1.3337 27.2077
Si 11.5928 5.472 27.2376
Si 3.8466 5.4224 27.2146
Si 7.7124 5.4607 27.2646
Si 1.9381 6.8269 27.1807
Si 5.7604 6.7984 27.2706
Si 9.654 6.8161 27.2799
Si 1.9445 2.7247 29.1731
Si 5.7937 2.7118 29.143
Si 9.6808 2.7243 29.1452
Si 0.0121 4.0973 29.1631
Si 3.8677 4.0892 29.1668
Si 7.7316 4.0784 29.1739
Si 1.9425 8.186 29.1374
Si 5.7913 8.1925 29.1736
Si 9.6743 8.2046 29.1838
Si 0.0112 9.5625 29.1496
Si 3.8708 9.5677 29.1254
Si 7.7325 9.5478 29.1902
Si 0 0 31.0965
Si 3.8672 0 31.0965
Si 7.7343 0 31.0965
Si 1.9336 1.3673 31.0965
Si 5.8008 1.3673 31.0965
Si 9.6679 1.3673 31.0965
Si 0 5.469 31.0965
Si 3.8672 5.469 31.0965
Si 7.7343 5.469 31.0965
Si 1.9336 6.8362 31.0965
Si 5.8008 6.8362 31.0965
Si 9.6679 6.8362 31.0965
Si 1.9336 2.7345 0.9679
Si 5.8008 2.7345 0.9679
Si 9.6679 2.7345 0.9679
Si 0 4.1018 0.9679
Si 3.8672 4.1018 0.9679
Si 7.7343 4.1018 0.9679
Si 1.9336 8.2035 0.9679
Si 5.8008 8.2035 0.9679
Si 9.6679 8.2035 0.9679
Si 0 9.5708 0.9679
Si 3.8672 9.5708 0.9679
Si 7.7343 9.5708 0.9679
Si 11.6073 0.0223 2.9077
Si 3.8552 0.0111 2.9173
Si 7.7461 0.0076 2.8957
Si 1.9332 1.3921 2.9164
Si 5.8154 1.3477 2.8586
Si 9.6607 1.3796 2.9165
Si 11.5657 5.4974 2.8733
Si 3.8777 5.4835 2.9056
Si 7.7424 5.5008 2.903
Si 1.9155 6.8113 2.8735
Si 5.8122 6.8453 2.8892
Si 9.6599 6.896 2.9487
Si 1.9133 2.8234 4.8162
Si 5.8411 2.72 4.7556
Si 9.5997 2.7884 4.8326
Si 11.5417 4.1275 4.7821
Si 3.9195 4.0894 4.8205
Si 7.7219 4.2022 4.8764
Si 1.8874 8.1442 4.8073
Si 5.8104 8.2519 4.7851
Si 9.6633 8.3126 4.8976
Si 11.6316 9.65 4.8796
Si 3.8192 9.4787 4.7926
Si 7.7253 9.669 4.8848
Si 11.5968 0.2267 6.7715
Si 3.7561 -0.0587 6.6573
Si 7.7141 0.049 6.9082
Si 2.0486 1.4968 6.7536
Si 5.7144 1.2698 6.628
Si 9.6452 1.5144 6.8314
Si 11.5261 5.4928 6.7001
Si 3.9821 5.4249 6.7869
Si 7.7396 5.6667 6.8232
Si 1.9756 6.6367 6.6536
Si 5.812 6.97 6.7451
Si 9.7559 7.0349 6.9053
O 9.9969 7.9712 8.292
O 7.6603 9.927 8.2187
O 7.4041 4.7278 8.1605
O 3.374 10.3463 8.2098
O 2.043 7.5472 8.0279
O 4.005 4.5785 8.2433
O 9.779 2.4433 8.2199
O 2.6127 2.3353 8.1142
O 11.3845 4.5695 8.072
O 5.3627 2.3562 7.8295
O 5.8135 7.9742 8.085
O 11.3216 10.3081 8.1527
O 11.2739 10.0837 21.7937
O 3.2318 10.7109 21.5295
O 5.7758 7.7748 22.1597
O 4.222 4.4522 21.9426
O 7.6839 9.6861 22.1851
O 10.3233 7.6667 22.1731
O 1.6145 2.3955 22.1084
O 5.945 2.4401 21.8825
O 8.4437 4.7011 22.2093
O -0.0697 4.4475 22.0371
O 2.3344 7.3778 21.9307
O 9.1302 1.8844 21.8653
Si 1.9148 7.7797 9.6097
Si 5.0345 0.5809 17.6862
Si 2.4905 5.4203 14.0217
Si 10.5651 3.8609 14.0525
Si 8.2799 2.3857 15.259
Si 9.5483 2.2436 20.3376
Si 10.5049 3.6445 9.0754
Si 0.0321 2.3129 11.5671
Si 11.0209 8.1359 15.395
Si 5.1645 6.9331 13.9887
Si 5.7473 2.6164 11.1166
Si 8.5817 7.6665 19.3851
Si 8.1185 4.8448 20.6239
Si 5.9179 9.5884 15.2003
Si 2.1147 7.6383 20.3438
Si 1.9284 4.8922 18.7888
Si 4.496 3.4428 18.0137
Si 8.5034 8.9273 16.8156
Si 0.828 9.4802 13.2985
Si 9.9087 10.6492 11.7187
Si 5.3513 3.7064 21.0148
Si 0.5873 5.5255 16.2622
Si 10.783 9.145 9.1421
Si 6.5682 8.8968 21.2849
Si 7.1164 7.104 11.484
Si 2.6743 0.7343 12.2157
Si 10.8917 8.6803 21.0358
Si 6.0382 4.3251 15.6321
Si 7.0848 0.4894 12.9732
Si 4.0575 2.9723 8.5921
Si 0.8782 6.7391 11.8974
Si 6.57 9.0409 9.0737
Si 0.6672 3.2868 21.1405
Si 9.8 6.5068 12.8919
Si 7.7132 4.5327 9.7463
Si 3.9873 10.0724 20.2169
Si 4.261 3.0379 13.5296
Si 3.8551 10.0086 9.7386
Si 8.0538 0.7787 18.0328
O 11.5082 3.2233 12.9009
O 9.3375 4.4671 9.8834
O 8.803 3.6026 19.8516
O 4.034 -0.0587 18.808
O 11.3334 4.5352 15.3111
O 9.8559 9.7919 10.3216
O 3.764 1.5341 13.1368
O 0.6502 9.0609 14.8651
O 6.4719 0.9771 18.3799
O 4.7589 3.1662 19.6048
O 6.2489 1.183 11.7445
O 0.5397 8.6211 9.8667
O 5.6453 4.3165 17.2268
O 8.4422 7.1966 12.3958
O 4.4007 2.6335 10.1574
O 2.0725 5.6546 15.578
O 3.379 0.0642 10.9175
O 5.8875 7.2177 12.5474
O 2.3076 6.3511 19.3848
O 0.6537 4.9427 17.7775
O 8.4117 10.6879 12.3657
O 5.4749 10.0654 9.7001
O 0.5996 8.1989 20.1967
O 9.7719 2.605 14.6922
O 1.9995 10.5905 13.2212
O 9.9446 9.1092 16.1028
O 6.1449 10.357 13.7742
O 7.4689 1.5962 14.0993
O 1.6491 3.9167 20.0363
O 5.9036 5.791 14.9169
O 7.3396 8.9469 15.691
O 1.5095 1.6685 11.6011
O 7.2008 8.2836 10.3639
O 4.3214 1.9896 17.2788
O 7.0294 3.1612 10.2801
O 11.542 7.0092 16.4364
O 8.2795 10.138 17.8436
O 3.2624 8.5365 10.1097
O 7.5865 3.8386 15.5161
O 3.1413 4.3091 17.8968
O 2.9019 3.8909 13.7038
O 1.3342 8.2016 12.4434
O 1.2065 5.677 13.069
O 4.9762 8.3034 14.8598
O 11.1703 2.393 20.3279
O 10.9768 9.9875 12.7543
O 5.2872 3.5768 12.3646
O 5.0875 3.1962 14.9185
O 6.4871 4.8021 20.5578
O 8.3962 1.5617 16.6519
O 10.409 1.2386 11.456
O 10.8733 6.6098 11.6596
O 3.2576 8.6756 19.8486
O 1.7181 6.4335 10.5251
O 7.166 8.1938 19.9667
O 8.496 7.5839 17.7533
O 3.6753 6.4302 13.6075
O 9.5683 4.9593 13.3545
O 5.5216 9.9941 20.7405
O 10.3259 7.3709 14.1492
O 8.784 6.1626 19.9602
O 7.0692 5.7078 10.6568
O 5.2625 10.5437 16.3743
O 9.0494 1.1445 19.2595
O 11.5743 3.1627 10.1871
O 9.7411 8.7071 19.8821

Results
free energy: -144632.430 eV
free energy less fixed offsets of O -568.88, Si -635.61 eV per atom: 1.440 eV

Forces (eV/angstrom), in the order of the atoms: element, x, y, z
Si -0.0025 -0.0037 -0.002
Si -0.003 0.0007 -0.0044
Si -0.0022 -0.0061 -0.0024
Si 0 0.0056 -0.0022
Si 0.0008 0.0019 -0.0048
Si 0.003 0.0053 -0.0066
Si 0.0001 0.0016 -0.0034
Si -0.0063 0.0034 0.0048
Si 0.0046 0.0022 -0.0034
Si 0.0056 -0.0057 -0.0041
Si -0.0006 0.0003 0.0022
Si -0.0091 0.0005 0.0022
Si -0.0012 -0.0009 0.006
Si -0.0031 0.0018 0.0084
Si -0.0016 0.0028 0.002
Si 0.0013 -0.0028 -0.0015
Si 0.0056 -0.0015 -0.0021
Si 0.0026 -0.0041 -0.0056
Si -0.0022 -0.0019 -0.002
Si 0.0027 -0.0003 -0.0038
Si 0.0054 -0.0018 -0.0049
Si 0.0006 -0.0029 0.0081
Si 0.0002 -0.0012 0.0044
Si -0.0007 -0.0029 0.003
Si 0.0052 0.0024 0.0004
Si -0.0036 -0.0017 0.0057
Si -0.0038 0.0065 -0.0029
Si -0.0034 -0.004 -0.0068
Si 0.0041 -0.0028 0.0002
Si -0.0039 -0.005 0.0038
Si -0.004 -0.0035 -0.002
Si 0.0029 -0.0017 -0.0026
Si -0.0008 0.0036 -0.0038
Si 0.0009 0.0045 0.0019
Si -0.0059 -0.0023 -0.0045
Si 0.0055 -0.0054 -0.0064
Si 0.0147 0.0001 0.0008
Si 0.0028 -0.0006 -0.0119
Si 0.0074 0.0009 -0.0113
Si -0.0069 0.0014 0.0056
Si -0.0109 -0.0043 0.0061
Si -0.0047 -0.0032 0.015
Si -0.0032 0.003 -0.0018
Si -0.0123 0.0039 0.0163
Si -0.0067 0.0072 0.0175
Si 0.0011 -0.0064 -0.0102
Si 0.0115 -0.0081 -0.0178
Si 0.011 -0.0061 0.0014
Si 0.0348 0.0041 -0.0864
Si -0.0159 0.0253 -0.2077
Si -0.0308 0.0482 0.106
Si -0.0169 -0.076 0.0893
Si -0.0026 -0.0229 -0.0953
Si 0.0099 -0.0733 -0.0726
Si 0.0175 -0.0192 0.0014
Si 0.0268 0.0329 -0.0004
Si -0.0097 -0.0231 0.0227
Si 0.0153 -0.0182 -0.1241
Si -0.0317 -0.0728 0.0838
Si 0.0461 -0.1351 0.1324
Si 0.0184 0.051 0.0739
Si -0.0317 0.0458 -0.1928
Si 0.015 0.0379 0.0331
Si -0.1058 0.0187 -0.0827
Si 0.0162 0.0152 0.0572
Si 0.0682 0.07 0.1307
Si 0.007 0.0309 -0.0654
Si 0.0137 0.068 -0.0591
Si -0.0424 0.0815 0.1254
Si -0.0197 0.0519 0.0776
Si -0.0265 -0.0014 0.0771
Si 0.0528 -0.0266 0.0242
Si 0.0003 0.0029 0.0005
Si -0.0007 0.0028 0.0007
Si 0.0008 0.0043 0.0012
Si 0.0003 -0.0038 0.0006
Si 0 -0.0032 -0.0007
Si -0.0006 -0.005 -0.0002
Si -0.0014 0 0.0003
Si 0.0002 0.0003 0.0013
Si -0.0008 0.0003 0.0004
Si 0.0008 -0.0013 0.0004
Si 0.0008 -0.0008 0.0006
Si 0.0006 -0.0017 0.0005
Si -0.0011 0.0034 -0.0011
Si -0.0004 0.0024 -0.0011
Si -0.0016 0.003 0.0004
Si 0.002 -0.0039 0.0018
Si -0.0003 -0.0034 0.0007
Si 0.002 -0.0024 -0.0001
Si 0.0002 0.0019 0.0004
Si -0.0013 0.0018 0.0011
Si -0.0017 0.0026 0.0003
Si 0.0007 -0.0026 0.001
Si 0.0011 -0.0021 0
Si 0.0014 -0.004 -0.0005
Si -0.0058 -0.0036 -0.0016
Si -0.0046 -0.007 -0.0002
Si -0.0044 -0.0042 0.0001
Si 0.0041 0.0055 -0.002
Si 0.0026 0.0054 -0.0018
Si 0.0052 0.0052 -0.0026
Si -0.0004 -0.0023 -0.0004
Si -0.0019 -0.0025 -0.0008
Si -0.0041 -0.0005 0.001
Si -0.0006 0.0011 -0.0029
Si 0.003 0.0027 -0.002
Si 0.0037 0.0019 -0.0017
O -0.0007 -0.0003 -0.0007
O 0.001 0.0015 -0.0012
O 0.0012 0.0016 0.001
O 0.0012 0.0011 -0.0017
O -0.0008 0.0004 -0.0001
O 0.0006 0.0001 -0.0003
O -0.0011 -0.001 -0.0005
O -0.0001 -0.0005 0.0009
O -0.0002 -0.0004 0.0004
O -0.0003 -0.0004 0.0004
O -0.0004 -0.0004 -0.0005
O 0.0002 0.0001 0.0007
O 0.0014 0.0021 0.0015
O 0.001 0.002 0.003
O -0.0002 0.0025 -0.003
O 0.0006 -0.0033 -0.0028
O 0.001 0.0031 0.0005
O -0.0001 0.003 -0.003
O 0.0015 -0.0059 0.0002
O -0.0003 -0.0055 0.0019
O -0.002 -0.0017 0.0006
O 0.0005 -0.0018 0.0012
O -0.0012 -0.0035 -0.0031
O -0.0004 -0.003 0.0005
Si -0.0006 -0.0001 0.0012
Si 0.0007 -0.0017 0.0006
Si -0.0005 -0.0004 -0.0007
Si -0.001 -0.0001 0.0005
Si -0.0001 -0.001 0.0001
Si 0.0008 0.0005 0.0024
Si 0.0005 0.0003 0.0014
Si -0.0002 0.0002 0.0003
Si -0.0008 0.0013 -0.0008
Si -0.0004 -0.0011 0.0009
Si 0.0003 0.0009 0.0012
Si -0.0004 -0.0026 0.0032
Si 0.0004 -0.0006 0.003
Si -0.0012 -0.0011 0.0002
Si -0.003 0.0016 0.0037
Si -0.002 -0.0029 0.0023
Si 0 0.0001 0.0017
Si -0.0006 0.0008 0.0004
Si -0.0004 -0.0003 0.0002
Si 0 -0.0001 0.0006
Si -0.0001 0.0037 0.0003
Si -0.0005 -0.0024 0.0001
Si -0.0003 -0.0012 0.0016
Si -0.0012 -0.0029 0.0021
Si -0.0002 0.001 0.0017
Si -0.0004 -0.0003 0.0004
Si 0.0021 -0.0047 0.0021
Si -0.0002 0.0005 -0.0007
Si 0.0003 -0.0005 0.0006
Si -0.0006 -0.0009 0.001
Si 0.0001 -0.0003 0.0015
Si -0.0006 -0.0009 0.0027
Si -0.0026 0.0002 -0.001
Si -0.0025 -0.0005 -0.0001
Si -0.0005 -0.0012 0.002
Si 0.0027 -0.0042 0.0004
Si -0.0002 -0.0009 -0.0007
Si 0.0002 -0.0011 0.0023
Si 0.0006 -0.0005 0.001
O -0.0001 -0.0005 -0.0005
O 0.0005 -0.0013 -0.0004
O -0.0003 -0.0016 -0.0011
O -0.0007 -0.001 -0.0012
O -0.0001 -0.0005 -0.0004
O -0.0005 -0.0001 -0.0011
O 0.0002 -0.0002 -0.0005
O -0.0004 -0.0007 -0.0004
O -0.0001 -0.0006 -0.001
O -0.0005 -0.0016 -0.0021
O 0 -0.0003 -0.001
O 0.0008 0.0003 -0.0007
O -0.0007 -0.0008 -0.0007
O 0 -0.0008 0
O 0.0003 -0.0001 -0.0001
O -0.0007 -0.0009 -0.0003
O 0.0006 -0.0007 -0.0009
O 0.0002 -0.0009 -0.0011
O 0.0002 0.0004 -0.0015
O 0.0006 -0.0002 -0.0022
O -0.0001 -0.0002 -0.0003
O 0 0.0004 -0.0013
O -0.0001 -0.0021 -0.0021
O -0.0005 0.0003 -0.0014
O 0 -0.0005 -0.0009
O 0.0002 -0.0012 -0.0006
O 0 -0.001 -0.0012
O -0.0012 -0.0008 0
O 0.001 0.0005 -0.0012
O -0.0005 -0.0014 -0.0005
O 0.0001 0.0001 -0.0005
O -0.0008 -0.0005 -0.0009
O -0.0003 -0.0004 -0.0013
O 0 -0.0007 -0.0017
O 0 0.0002 -0.0013
O 0.0001 -0.0003 -0.0015
O -0.0004 0.0007 -0.0023
O -0.0002 0 -0.0016
O -0.001 -0.0009 -0.0008
O -0.0003 -0.0011 -0.0015
O -0.0001 -0.0005 -0.0009
O -0.0003 -0.0005 -0.0005
O -0.0004 -0.0003 -0.0006
O 0 0.0001 -0.001
O -0.0006 -0.0006 0.0005
O 0.0006 -0.0002 -0.0006
O -0.0001 -0.001 -0.0002
O -0.0003 -0.0007 -0.0002
O -0.0024 -0.0011 -0.0022
O 0.0005 -0.0004 -0.0002
O 0.0001 -0.0004 -0.0006
O 0 -0.0001 -0.001
O -0.0009 -0.0001 -0.0025
O 0.0003 -0.0008 -0.0012
O 0.0001 -0.0008 -0.0013
O -0.0003 -0.0021 -0.0019
O 0 -0.0008 -0.0007
O 0.0006 0.0003 -0.0008
O -0.001 -0.0007 -0.0008
O 0.0001 -0.0012 -0.0012
O -0.0003 -0.0015 -0.0016
O 0.0009 -0.0003 0.0002
O -0.0002 -0.0002 -0.0009
O -0.0006 -0.0028 -0.0025
O 0.0005 -0.0003 -0.0009
O -0.0016 -0.0007 -0.0024

The program warned: the cutoff lies below the one the program advises for these potential files; the forces do not sum to zero within the program's tolerance; the exchange-correlation potential is rough where the density is thin.
